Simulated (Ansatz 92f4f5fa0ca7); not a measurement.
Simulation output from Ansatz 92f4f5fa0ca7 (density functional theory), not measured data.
Periodic cell of 192 atoms, Si128O64, from a study of silicon, its oxide and their interface. The atomic structure is a simulated model.
This geometry differs little from another in the collection (a relaxation step or a small displacement).

Settings: functional r2SCAN; potential files Ansatz PAW; basis plane waves; wave-function cutoff 800 eV; density cutoff ratio 5; exchange-correlation grid ratio 1; k mesh 1 x 1 x 1, shifted by 0.5 0.5 0 of a step; self-consistency stop 1e-10 eV per atom in the density residual; occupations fixed; spin none; net charge 0.

Cell vectors (angstrom)
a	10.88	0	0
b	0	10.88	0
c	-5.3694	2.2997	28.677

Atoms and the computed forces on them: element, x, y, z (angstrom), force x, y, z (eV/angstrom)
Si	1.5682	-1.6854	0.0654	0.0398	0.0108	0.1505
Si	4.4683	1.0958	0.0809	-0.0087	-0.0685	0.1579
Si	1.1111	4.3829	0.0681	-0.0247	0.0087	0.1652
Si	3.8385	-3.8283	0.1683	-0.0104	0.005	0.1556
Si	-4.2771	-1.2024	0.0924	0.011	0.0158	0.1626
Si	-1.623	1.6923	-0.0502	-0.0089	-0.011	0.1788
Si	6.9676	3.8407	0.0931	0.0422	0.028	0.1525
Si	-1.1424	-4.3186	0.0288	-0.0159	-0.0301	0.1729
Si	2.7289	-0.0022	1.2653	0.0126	-0.0179	-0.0205
Si	5.4821	2.6766	1.457	0.0064	-0.0059	0.0025
Si	2.6928	-5.4256	1.4211	0.0026	0.0024	0.0052
Si	5.4215	-2.6925	1.4496	-0.0038	0.0162	0.0199
Si	-2.6709	0.0202	1.2856	-0.0196	0.0023	0.0014
Si	-0.0295	2.7598	1.3252	-0.0154	0.0238	-0.0174
Si	8.1523	5.4328	1.3514	0.0002	-0.0042	-0.001
Si	-0.0047	-2.773	1.394	0.0161	-0.0008	0.0002
Si	1.3626	1.3632	2.6301	-0.0089	0.0064	0.0087
Si	4.0717	4.0641	2.721	0.0012	0.0088	0.0213
Si	1.3461	-4.0901	2.8048	-0.0028	0.0089	0.0701
Si	4.0479	-1.3149	2.7598	0.0204	-0.0177	0.0425
Si	6.8667	1.3237	2.768	-0.0124	0.018	0.0622
Si	9.5105	4.0884	2.747	-0.0092	-0.0074	0.0539
Si	6.8047	6.7926	2.7165	-0.0145	0.0026	0.0283
Si	-1.3491	-1.346	2.6761	-0.0056	-0.0122	0.0116
Si	0.0192	0.0081	4.0341	-0.0009	-0.0004	-0.0185
Si	2.7006	2.7029	4.0528	0.0067	0.0095	-0.0172
Si	-0.0171	5.4284	4.1291	0.0043	0.0089	-0.0116
Si	2.7158	-2.7026	4.1155	-0.0024	0.0002	-0.0138
Si	5.4504	0.0028	4.1089	-0.0082	0.0069	-0.0205
Si	8.1803	2.7184	4.1153	0.0043	-0.0071	-0.0161
Si	5.4417	5.4315	4.0717	0.0047	0.0001	-0.0164
Si	8.1649	-2.7066	4.0538	0.0019	-0.0054	-0.0114
Si	1.3774	-1.3908	10.8977	0.0021	0.0106	-0.0252
Si	4.0804	1.3671	10.8741	-0.0162	0.0091	-0.0094
Si	1.3385	4.079	10.8851	0.0127	0.0106	-0.0226
Si	4.0689	-4.0615	10.8839	0.0077	-0.0121	-0.0201
Si	6.7925	-1.3566	10.8716	0.0022	0.0096	-0.0063
Si	-1.3642	1.3738	10.8764	0.0079	-0.0233	-0.0175
Si	6.8003	4.0488	10.8749	0.0007	0.0162	-0.0151
Si	-1.3173	6.8225	10.8629	-0.0202	-0.012	-0.0196
Si	2.7327	-0.005	12.2278	-0.0085	-0.0066	0.0088
Si	5.4261	2.7089	12.2595	0.0108	0.0244	0.0193
Si	2.6821	5.467	12.2218	-0.0039	-0.0184	0.006
Si	5.4352	-2.7047	12.2452	0.0058	-0.0256	0.0154
Si	-2.7224	0.0046	12.2153	0.0042	0.0029	0.0013
Si	-0.0164	2.7204	12.2635	0.0022	0.0055	0.0248
Si	8.206	5.429	12.1543	0.0014	0.0138	-0.0115
Si	0.0313	-2.7379	12.2934	-0.0096	0.0112	0.0308
Si	1.3288	1.3018	13.589	0.0086	0.0255	-0.0339
Si	4.0235	4.1094	13.5577	0.0091	0.007	-0.0449
Si	1.3784	-4.1132	13.6951	-0.0039	0.015	-0.0264
Si	4.1062	-1.3087	13.6242	0.0083	-0.0131	-0.0468
Si	-4.0687	1.3385	13.6005	0.0062	0.0169	-0.0504
Si	-1.3563	4.1414	13.5991	-0.0139	-0.0315	-0.0314
Si	6.8454	-4.1269	13.489	-0.0007	0.0081	-0.0506
Si	-1.3639	-1.3398	13.5832	-0.0219	-0.0252	-0.0414
Si	-0.0618	0.005	15.0193	0.0021	0.0085	-0.0075
Si	2.6832	2.6949	14.8874	0.0012	-0.0017	-0.0098
Si	-0.0092	-5.4826	15.0942	0.0005	0.0002	0.0193
Si	2.7601	-2.6673	14.9857	0.0174	0.0127	0.0022
Si	5.515	-0.0155	15.0351	-0.0131	0.0032	-0.0002
Si	-2.7649	2.7979	14.8965	0.0153	-0.0244	0.005
Si	5.4587	5.4602	14.8436	-0.0239	0.0168	0.0031
Si	-2.7033	-2.7825	14.8553	-0.0094	0.0095	-0.0112
Si	1.098	-1.6216	16.2827	-0.0405	0.0032	-0.1337
Si	4.2746	1.6018	16.1935	0.0625	0.0179	-0.1366
Si	1.109	3.6973	16.3132	-0.0497	0.0202	-0.1752
Si	4.4587	-3.7777	16.1581	0.0115	0.039	-0.1244
Si	6.7494	-1.637	16.276	-0.0314	-0.0022	-0.1517
Si	-1.2789	1.6497	16.2484	0.0088	-0.0066	-0.126
Si	-4.4014	3.8582	16.2184	-0.0081	-0.0179	-0.146
Si	-1.205	-3.8378	16.3159	0.0578	-0.0333	-0.1435
Si	4.9198	4.5637	-6.7685	0.0166	0.0098	-0.0237
Si	-0.5383	1.5382	-3.0157	0.0123	-0.0412	0.1232
Si	4.2789	-1.7422	20.4222	-0.0052	-0.0119	-0.0164
Si	7.0592	-4.0958	-6.8699	0.0054	-0.0047	0.0027
Si	5.2134	2.5085	20.8057	-0.0214	-0.0255	-0.0341
Si	7.5554	-1.805	-4.7841	-0.016	-0.0018	0.0196
Si	3.4936	-5.4108	-4.2396	0.036	0.034	0.0403
Si	3.6112	1.3017	-2.7302	0.0245	-0.0008	0.0667
Si	6.1858	1.6278	-6.8363	-0.0021	0.0032	-0.0078
Si	1.4229	4.7329	19.1255	-0.0113	-0.016	-0.0943
Si	6.7276	4.6786	19.2158	0.0035	-0.0012	-0.1237
Si	3.1953	0.9692	19.0953	0.0245	-0.0037	-0.0921
Si	1.421	-0.7725	-2.7465	-0.0106	-0.0295	0.0832
Si	6.7682	-0.1877	21.0834	0.0103	0.0025	-0.0137
Si	2.7429	-2.4578	-4.8316	-0.0087	0.0082	0.0151
Si	-2.33	-0.131	18.4472	0.0055	0.0199	-0.128
Si	-1.4404	-4.7348	19.2206	-0.0065	0.0216	-0.0938
Si	-2.0439	0.8547	-5.5512	-0.0162	-0.0278	0.0115
Si	1.6464	3.5665	-2.8677	0.0267	-0.0049	0.119
Si	0.8013	-0.5219	19.0601	-0.0164	-0.0222	-0.1007
Si	5.5744	-5.2527	-2.0579	0.0182	0.0073	0.1077
Si	7.8416	-3.0957	-2.1418	0.0003	-0.0183	0.1225
Si	5.0279	-0.2352	-4.8219	-0.0062	-0.0125	0.0316
Si	4.0339	-4.5378	19.0223	-0.0119	0.0242	-0.0952
Si	1.3488	-1.3413	5.4434	0.0083	0.0039	0.0197
Si	4.0751	1.374	5.4355	0.0107	-0.0002	0.0223
Si	1.36	4.0554	5.4458	0.0052	0.0086	0.0261
Si	4.0934	6.8002	5.4383	-0.0029	-0.0017	0.0155
Si	6.8044	-1.3777	5.444	0.001	0.0016	0.0132
Si	-1.3288	1.3523	5.4361	-0.0097	0.0027	0.0192
Si	6.7932	4.0786	5.4455	0.0091	0.0024	0.0153
Si	9.5069	6.8192	5.4464	-0.003	-0.0035	0.0162
Si	2.7181	0.0118	6.7985	0.0113	-0.0104	0.0116
Si	5.4278	2.7298	6.8063	0.0043	-0.0006	-0.0004
Si	2.7297	5.4317	6.7852	-0.0084	0.0069	0.011
Si	5.4516	-2.7329	6.8132	-0.0016	0.0053	0.0045
Si	-2.7059	-0.0075	6.7853	-0.0027	0.0105	0.0142
Si	0.0112	2.7033	6.8192	-0.0054	0.0012	0.0041
Si	8.148	5.45	6.7995	-0.0006	-0.0082	0.0149
Si	-0.0073	-2.7061	6.8047	0.0093	-0.0053	0.0019
Si	1.3677	1.3522	8.1847	0.0015	0.0064	0.004
Si	4.077	4.09	8.1723	0.0036	-0.0055	-0.0002
Si	1.3671	6.7956	8.1369	0.0019	-0.0075	-0.0087
Si	4.08	-1.357	8.1473	-0.0018	-0.0063	-0.0009
Si	6.7998	1.351	8.1363	-0.0035	0.0038	-0.0049
Si	-1.3656	4.0825	8.1473	0.0006	0.0009	-0.0042
Si	6.8035	-4.0863	8.1848	-0.0069	-0.0022	-0.002
Si	-1.3566	-1.348	8.172	-0.0048	-0.0099	0.0001
Si	0.0103	-0.0084	9.5501	-0.0001	0.0045	-0.0172
Si	2.7166	2.7306	9.5303	0.0035	-0.004	-0.0077
Si	0.0068	5.4398	9.4986	-0.0046	0.0078	-0.0105
Si	2.7213	-2.7224	9.4996	0.0022	-0.006	-0.0007
Si	5.438	0.0032	9.508	-0.0026	-0.007	-0.0078
Si	8.1551	2.7093	9.4956	-0.0137	0.0065	-0.0048
Si	5.4369	5.4385	9.5439	-0.0054	-0.0003	-0.0108
Si	8.1688	-2.7112	9.5251	0.0046	-0.007	-0.0113
O	3.8545	-4.5965	17.4218	-0.0189	-0.0328	0.0918
O	-1.0205	1.2533	-1.4972	0.0173	-0.0103	-0.1196
O	2.7273	-2.7584	-0.374	0.0026	0.0087	-0.0649
O	1.5983	-1.9903	-3.7854	0.0065	-0.0123	-0.0023
O	2.13	-2.7708	-6.28	0.0031	-0.0232	-0.0054
O	7.1872	-1.9282	-1.2379	0.0221	-0.0082	-0.0835
O	-0.0088	-5.407	-0.4353	0.0046	0.0037	-0.0892
O	-0.032	5.408	18.8813	0.0034	-0.0043	0.0383
O	-1.7806	-3.7185	-1.3447	-0.0156	0.0256	-0.1001
O	6.9941	4.4556	17.6349	0.0117	0.0192	0.0997
O	3.7911	-0.4144	19.6609	0.0146	-0.0249	0.0203
O	6.2383	4.412	-1.2401	-0.0412	0.0072	-0.0864
O	1.8133	3.7899	-1.2735	0.0345	-0.0146	-0.1106
O	-2.3583	-0.7466	-5.5369	0.0177	-0.0007	-0.028
O	4.7445	0.9947	-3.8185	0.0197	-0.0012	-0.011
O	3.8061	-1.2602	-4.9695	-0.0101	0.0157	-0.0118
O	-0.0819	2.6507	16.7464	0.0087	-0.0088	0.0747
O	-2.5327	-2.4827	-3.5482	0.033	0.0251	-0.0447
O	2.0788	4.9105	-3.6564	-0.0357	0.0112	-0.0424
O	5.3656	3.0111	-6.6999	-0.0006	0.0012	0.0091
O	1.5689	0.912	19.2548	-0.0143	0.019	0.0592
O	4.4992	-4.4749	-1.1542	0.0015	-0.0203	-0.0789
O	5.5892	-2.7158	16.7352	-0.0156	-0.0142	0.0606
O	-1.8759	-4.09	17.7931	-0.0501	0.0024	0.0851
O	7.5574	1.7164	-6.0048	0.0079	0.0099	0.0164
O	0.148	3.0089	-3.1424	-0.0283	0.041	-0.076
O	-0.8103	1.0545	-6.5862	0.0134	0.028	0.0107
O	5.3628	2.7392	16.6402	-0.0231	0.0099	0.0722
O	1.5604	-1.1761	17.779	0.0361	0.0073	0.0889
O	0.3505	-1.1767	-7.3688	-0.005	0.0195	0.0149
O	2.6497	-5.1769	19.6044	0.0042	-0.0069	0.0365
O	5.3232	0.3778	-6.2879	0.0095	0.0033	-0.0331
O	8.1539	5.2758	19.7353	-0.0067	-0.0078	0.0455
O	-0.0126	-2.769	16.5899	0.0165	0.0017	0.0632
O	3.9083	2.1978	19.8744	0.0116	0.0246	0.0155
O	7.749	0.0741	19.8231	-0.0259	0.0091	0.0584
O	5.8083	-1.4784	20.8708	0.0073	-0.0169	0.0189
O	5.4172	-5.2669	19.448	0.0016	-0.0016	0.0797
O	5.5148	-0.08	-0.381	-0.0165	0.0124	-0.0713
O	7.6668	-1.1765	17.5609	0.0556	0.0274	0.0988
O	1.0517	-1.3751	20.3914	-0.0126	-0.0253	0.018
O	4.1381	1.8662	-1.317	-0.0035	0.0386	-0.0746
O	0.8186	-1.2598	-1.3263	-0.0358	0.0001	-0.0765
O	-2.2294	-4.3729	-7.0178	0.0217	-0.0117	0.0174
O	1.1803	3.6516	20.2929	-0.0121	-0.0278	0.0232
O	6.2093	-5.3923	-6.4173	0.0013	-0.0183	-0.0069
O	0.4802	0.3479	-3.4041	-0.0049	0.0083	-0.0591
O	6.2967	-0.9962	-4.1906	0.0032	0.0209	0.0042
O	6.7438	-4.2289	-2.4857	0.0051	-0.0103	-0.067
O	8.0865	2.7695	-0.4234	-0.0106	0.0018	-0.0724
O	-0.7915	-0.5393	18.7736	-0.0224	0.0089	0.0327
O	4.7643	5.0431	-3.3215	-0.0129	-0.018	-0.0505
O	6.3669	3.3109	20.002	0.0004	-0.0292	0.0325
O	2.6541	2.4151	-3.3661	-0.0093	0.0053	-0.0458
O	2.85	-0.0914	-2.417	0.0088	-0.0158	-0.0106
O	4.1837	-3.0037	19.4464	0.0065	0.0292	0.0105
O	3.7446	4.8508	-5.7047	-0.0153	-0.0191	-0.0171
O	-2.1753	1.2175	17.5562	-0.0367	-0.0019	0.0697
O	3.4451	-3.7995	-4.2882	-0.0023	0.01	-0.0056
O	-1.7308	1.4292	-4.0787	-0.0337	0.023	-0.0245
O	-1.0699	-3.7121	20.4297	0.0119	0.0185	0.0172
O	6.9415	-2.9057	-5.7905	-0.0105	-0.0042	-0.021
O	3.5591	1.0492	17.5317	-0.0322	-0.0227	0.0778
O	1.8548	4.0752	17.7156	0.0645	0.0101	0.1018

Results
free energy: -118378.531 eV
free energy less fixed offsets of O -570.45, Si -639.56 eV per atom: -6.051 eV

The program warned: the cutoff lies below the one the program advises for these potential files; the forces do not sum to zero within the program's tolerance; empty levels may hold ghost states of the PAW files; the exchange-correlation potential is rough where the density is thin.
